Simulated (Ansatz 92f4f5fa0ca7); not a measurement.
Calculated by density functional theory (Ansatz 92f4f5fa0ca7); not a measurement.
Periodic cell of 171 atoms, Si99O72, from a study of silicon, its oxide and their interface. The atomic structure is a simulated model.
This geometry differs little from another in the collection (a relaxation step or a small displacement).

Settings
functional: r2SCAN
potential files: Ansatz norm-conserving
basis: plane waves
wave-function cutoff: 1300 eV
density cutoff ratio: 4
exchange-correlation grid ratio: 1
k mesh: 2 x 2 x 1, shifted by 0.5 0.5 0.5 of a step
self-consistency stop: 5e-08 eV per atom in the density residual
occupations: Fermi-Dirac, 0.05 eV
spin: none
net charge: 0

Cell vectors (angstrom)
a, 11.5403, 0, 0
b, 0, 11.5403, 0
c, -0.3628, -5.3771, 23.3856

Atoms and the computed forces on them: element, x, y, z (angstrom), force x, y, z (eV/angstrom)
Si, -2.0537, 0.9457, -0.2822, 0.1306, 0.3137, 0.0739
Si, -2.1734, 4.1385, -0.3608, 0.0203, -0.0306, -0.4642
Si, -2.4403, 8.5868, -0.0389, -0.0653, -0.4284, -0.2697
Si, 1.6928, 0.0954, -0.051, -0.0686, -0.136, -0.5792
Si, 1.8952, 4.3866, -0.6098, 0.1409, 0.1389, 0.0676
Si, 1.6811, 8.5989, 0.1213, 0.0532, 0.1448, -0.6778
Si, 5.2527, 0.0308, -0.1514, 0.044, -0.2859, -0.2705
Si, 5.5328, 5.3176, -0.2126, 0.1093, 0.2526, -0.4681
Si, 5.405, 8.445, 0.1595, -0.2068, 0.1944, -0.602
Si, -0.2554, 0.611, 1.2056, 0.138, -0.1103, -0.3645
Si, -0.1408, 4.4388, 0.8808, -0.096, -0.0647, -0.2473
Si, -0.3893, 8.4119, 1.2074, -0.0002, -0.0323, -0.3847
Si, 3.5548, 0.4867, 1.3803, -0.1339, -0.0156, -0.1014
Si, 3.6044, 4.7326, 1.039, -0.0761, -0.0048, 0.0423
Si, 3.5291, 8.4079, 1.502, -0.1715, 0.038, -0.2424
Si, 7.3847, 0.5766, 0.9387, -0.1045, 0.0903, -0.25
Si, 7.44, 4.6099, 1.0376, 0.0297, -0.0026, -0.1091
Si, 7.3379, 8.3219, 1.4218, 0.2089, 0.0815, -0.0955
Si, -0.2074, 2.6046, 2.4082, -0.1269, 0.1221, 0.0836
Si, -0.288, 6.3924, 2.4097, -0.0009, -0.1132, -0.1762
Si, -0.3294, 10.2463, 2.6196, 0.0439, 0.1196, 0.1543
Si, 3.6108, 2.6533, 2.3908, -0.0523, 0.015, -0.2584
Si, 3.5317, 6.4353, 2.662, 0.045, -0.1272, 0.1852
Si, 3.5224, 10.2507, 2.8532, 0.0018, -0.0132, 0.2391
Si, 7.3326, 2.5759, 2.3459, 0.0777, -0.0909, -0.2344
Si, 7.4508, 6.3588, 2.6228, -0.0083, -0.2581, 0.0955
Si, 7.397, 10.3327, 2.5732, 0.0146, 0.2959, 0.0302
Si, -2.218, 2.5607, 3.717, 0.0546, 0.0188, -0.1195
Si, -2.1398, 6.3669, 3.9012, -0.0888, 0.036, 0.0561
Si, -2.2508, 10.281, 3.9567, 0.0355, -0.1262, 0.0586
Si, 1.694, 2.5852, 3.7832, -0.1449, 0.1058, -0.0031
Si, 1.5552, 6.4479, 3.9142, 0.0619, 0.0416, 0.0575
Si, 1.5381, 10.2073, 4.0611, 0.1163, 0, -0.0443
Si, 5.4834, 2.601, 3.8277, 0.044, 0.0131, 0.0261
Si, 5.5055, 6.4188, 3.9724, -0.0609, 0.008, -0.0025
Si, 5.5242, 10.2625, 4.0358, -0.022, 0.008, 0.0344
Si, -2.1947, 0.7058, 5.2112, -0.1245, -0.0171, 0.0321
Si, -2.0991, 4.4029, 5.1843, -0.1624, 0.0782, -0.0013
Si, -2.3441, 8.3083, 5.2894, 0.2872, -0.0139, -0.1304
Si, 1.5665, 0.6809, 5.1997, 0.0539, 0.1729, 0.1062
Si, 1.6485, 4.4836, 5.168, -0.0664, -0.1464, -0.0144
Si, 1.5609, 8.2955, 5.4358, -0.0608, -0.0211, 0.1715
Si, 5.4195, 0.6978, 5.2532, 0.0688, -0.0596, 0.0714
Si, 5.507, 4.4905, 5.2646, 0.036, 0.0151, 0.0324
Si, 5.5333, 8.3237, 5.4149, -0.1057, -0.0157, -0.011
Si, -0.2944, 0.6545, 6.6351, 0.0595, -0.0823, -0.1262
Si, -0.1816, 4.3189, 6.5997, 0.1516, -0.1541, -0.0922
Si, -0.4931, 8.2576, 6.6815, -0.0891, 0.0521, -0.1164
Si, 3.441, 0.7203, 6.5868, -0.0815, -0.1792, -0.3037
Si, 3.521, 4.5615, 6.5625, -0.0203, 0.1583, -0.164
Si, 3.5928, 8.349, 6.7744, 0.0073, 0.11, 0.0467
Si, 7.3905, 0.6205, 6.5245, -0.0256, 0.0126, -0.2788
Si, 7.5179, 4.5397, 6.5107, 0.0751, 0.0638, -0.2683
Si, 7.4061, 8.313, 6.8857, -0.0322, 0.0254, 0.1706
Si, -0.0299, 2.4558, 8.1207, 0.1579, -0.0112, 0.337
Si, -0.3341, 6.2325, 7.8956, -0.0511, 0.0044, 0.2122
Si, -0.5796, 10.2458, 7.9607, -0.0568, 0.084, 0.2588
Si, 3.5751, 2.6689, 7.8759, -0.133, -0.1776, 0.1668
Si, 3.6215, 6.3309, 8.0976, -0.0675, 0.081, 0.1589
Si, 3.3868, 10.4194, 8.0366, -0.0778, -0.0804, 0.2887
Si, 7.5153, 2.582, 7.6899, 0.0074, -0.0703, 0.2868
Si, 7.5511, 6.2383, 8.1555, 0.0152, -0.1088, 0.2232
Si, 7.2838, 10.4265, 8.1362, 0.0728, 0.1221, 0.3136
Si, 9.3777, 2.4537, 9.053, -0.1503, 0.0007, 0.8497
Si, 9.5181, 5.5285, 9.454, 0.1496, -0.134, 0.6325
Si, 9.162, 10.9194, 9.5608, 0.0351, 0.0415, 0.2613
Si, 2.0747, 2.2957, 9.6441, -0.1481, 0.3, 0.3564
Si, 1.5523, 6.6953, 9.2123, 0.0265, 0.029, 0.5385
Si, 1.3152, 9.8571, 9.2285, -0.1197, -0.2494, 0.1904
Si, 5.5913, 2.6773, 8.9626, 0.3996, 0.1003, 0.6979
Si, 5.5882, 5.6933, 9.3452, 0.008, -0.1428, 0.5292
Si, 5.2866, 11.1672, 9.2887, -0.0239, 0.1869, 0.4566
Si, 8.2272, -1.9649, 12.2484, -0.0861, 0.1187, 0.1056
Si, 11.9022, 6.2068, 14.4174, 0.1997, 0.157, -0.2191
Si, 1.6441, 3.7463, 15.2108, 0.1902, 0.1056, -0.0649
Si, 1.3818, 0.1476, 11.48, -0.1675, -0.0687, 0.2456
Si, 3.4134, 1.3692, 18.9007, -0.039, -0.0736, -0.1737
Si, 5.3715, -1.3682, 12.2295, 0.0461, 0.0712, 0.281
Si, 1.109, 1.475, 20.9782, -0.0103, 0.1843, -0.134
Si, 4.2597, -3.2999, 18.8515, -0.0612, 0.0178, -0.3432
Si, 12.5779, 2.9431, 12.2716, -0.0618, 0.0825, 0.163
Si, 11.5542, 5.6992, 11.6055, -0.0357, 0.2025, 0.28
Si, 8.4688, -0.207, 20.0079, -0.0591, 0.0538, -0.2912
Si, 2.8819, 7.8709, 21.5022, -0.1114, -0.1515, -0.145
Si, 6.1447, 7.4066, 11.9829, -0.1048, -0.124, 0.1585
Si, 2.9738, -0.9306, 13.952, -0.0441, -0.0276, 0.1679
Si, 5.3596, -0.6226, 20.1964, 0.07, 0.0517, -0.3597
Si, -1.9195, 2.4005, 20.6495, 0.0796, -0.1331, -0.2827
Si, -2.5842, -2.4515, 17.9147, 0.0729, 0.1043, 0.0914
Si, 3.9708, -2.7827, 15.904, -0.0099, -0.0505, 0.0197
Si, 7.0164, 6.648, 18.9026, -0.0167, 0.0196, -0.2513
Si, 4.488, 2.8871, 16.654, 0.068, -0.0472, 0.0343
Si, 3.8884, 0.1139, 16.2955, -0.0364, -0.0366, -0.0244
Si, -0.9782, -4.2729, 16.5091, 0.1893, 0.0816, 0.1516
Si, 6.1771, 6.9655, 14.7302, -0.1819, 0.1202, 0.1314
Si, 7.2635, 4.6285, 16.5367, -0.0318, 0.0284, -0.009
Si, -1.1895, 4.5038, 16.0319, -0.0428, 0.0037, 0.0422
Si, -2.9428, -6.3403, 21.1191, 0.1477, 0.0225, -0.1162
Si, 8.4919, -2.6919, 15.0786, -0.1113, 0.0865, -0.0801
O, 11.8547, 6.6931, 12.8773, -0.0921, -0.4107, -0.0188
O, -1.5793, 0.1927, -1.7004, -0.3316, -0.0389, 0.3066
O, 8.4717, 9.9016, -0.8488, 0.1891, -0.3332, -0.2366
O, 6.8751, -0.2574, 19.7952, 0.0172, -0.1332, 0.2384
O, -2.1516, 7.4894, -1.2456, -0.0685, 0.4434, 0.1907
O, 4.4516, 0.6824, 19.9197, -0.0197, -0.0981, -0.0433
O, 5.4593, 6.9647, -0.6572, 0.0558, -0.3923, 0.439
O, 9.0335, -2.004, 13.6899, -0.3283, -0.1537, -0.144
O, 7.4232, 6.0466, 20.3662, 0.1191, -0.2006, 0.1232
O, 8.4935, -1.8064, 16.4616, 0.1397, -0.3985, -0.0115
O, 3.0742, 7.8974, 19.8944, 0.143, 0.1134, 0.4436
O, 1.611, 10.081, -0.5818, 0.0344, 0.0162, 0.7744
O, 7.9046, -3.5872, 18.4586, 0.0081, -0.1139, -0.0013
O, 2.4424, 9.3146, 22.1431, -0.2375, 0.0101, -0.2143
O, 4.3091, 7.2661, 22.0805, -0.0154, -0.2412, 0.04
O, 1.9626, 0.7816, -1.5296, 0.2232, 0.2195, 0.4537
O, 5.2889, 9.9377, -0.6694, 0.2034, 0.1635, 0.5656
O, 10.1478, 6.1324, 10.8919, -0.1013, -0.2928, -0.4199
O, 9.2526, 3.9204, 9.8796, 0.3164, 0.1901, -0.6272
O, 9.146, 10.1216, 11.0255, -0.0441, 0.223, -0.3636
O, 11.4871, 4.1411, 12.1209, 0.1786, 0.0517, -0.0863
O, 2.3922, 0.8054, 10.3358, -0.1796, 0.2752, 0.1324
O, 0.4766, 1.4196, 11.9891, 0.1679, -0.0656, -0.1199
O, 1.2826, 5.8547, 10.6038, -0.1284, 0.1566, -0.326
O, 8.775, 3.9663, 16.2028, 0.1085, 0.202, 0.0866
O, 0.6864, -1.0211, 10.6233, 0.2637, 0.1807, -0.2339
O, 6.0617, 6.3697, 13.2259, 0.1046, 0.3901, -0.0671
O, 5.2442, -0.9512, 21.7779, -0.0996, 0.2941, 0.1293
O, 6.967, 5.8127, 15.4966, -0.0039, -0.0222, 0.0193
O, 6.9339, -0.9789, 12.4574, -0.0205, -0.3158, -0.1484
O, 1.5444, 8.2823, 9.6719, -0.0269, -0.006, -0.5459
O, 4.9471, 10.4562, 10.7098, 0.1167, 0.1174, -0.0094
O, 5.6005, 4.0928, 9.8855, -0.1321, 0.2154, -0.8271
O, 8.9368, 1.3188, 19.6472, 0.0812, -0.0351, 0.3711
O, 4.4483, -0.6248, 13.3201, -0.0706, -0.2184, -0.2262
O, 1.6155, 2.9078, 13.7995, -0.1591, 0.1544, -0.186
O, 9.3188, -4.0226, 15.4792, 0.0661, 0.1554, 0.1171
O, 6.9886, 8.3748, 14.7307, 0.1643, -0.1932, 0.0146
O, -1.0358, 5.7441, 17.118, -0.0608, -0.0099, -0.3361
O, 1.9221, -0.6669, 12.7745, 0.0746, 0.2718, -0.2686
O, 3.0914, 3.4405, 15.9407, -0.0451, -0.0842, 0.0185
O, 2.9062, -2.4123, 14.6932, 0.2642, 0.2986, 0.0513
O, 7.6228, 8.1023, 11.818, -0.0673, 0.0574, 0.0338
O, 4.7034, -1.31, 16.1786, -0.3095, -0.0506, -0.1015
O, 9.1982, 1.0157, 9.9381, 0.2579, 0.0027, -0.634
O, -2.256, 3.9702, 20.264, -0.1566, 0.0862, 0.2978
O, 4.7809, -4.1088, 15.4148, 0.2111, 0.1621, -0.1292
O, 0.1981, 3.5335, 16.0789, -0.0576, 0.2337, -0.1909
O, 11.8722, 7.4094, 15.536, -0.3808, -0.3966, -0.0442
O, 5.6582, 6.6584, 10.6601, 0.0596, -0.1372, -0.0817
O, 2.0835, 7.6058, -1.1197, -0.1757, 0.065, 0.1215
O, 1.0599, -0.0892, 21.4558, 0.2606, -0.1471, 0.356
O, -1.119, -3.1764, 17.6993, -0.3542, -0.1403, -0.3056
O, 5.4534, 7.1116, 18.832, 0.057, 0.1092, 0.1253
O, 9.1438, -1.2561, 18.9708, -0.1475, 0.0172, 0.1142
O, 2.0927, 3.23, 11.036, -0.1322, -0.5203, -0.42
O, -2.2708, 4.8127, -1.8654, 0.0103, -0.1642, 0.4051
O, 5.9108, 3.6854, 16.4968, -0.0133, 0.0766, 0.0237
O, 5.5533, 1.2249, 9.782, -0.2707, -0.4238, -0.5922
O, -0.9787, 5.2471, 14.5861, 0.2492, 0.0252, 0.3391
O, 3.1082, 0.2872, 17.7107, 0.3187, 0.2691, 0.0922
O, 3.4976, -3.2161, 17.4051, 0.2475, 0.0961, 0.0914
O, -2.1622, 2.527, -0.7148, -0.0512, 0.0695, 0.3469
O, -0.3271, 2.1261, 20.6102, -0.0035, -0.1167, 0.1727
O, 4.9191, -1.8777, 19.2735, -0.0433, 0.0232, 0.2649
O, 5.1064, -2.9595, 12.3969, 0.1991, 0.1145, -0.0983
O, 2.0378, 1.6965, 19.671, -0.0209, -0.1145, 0.2916
O, 2.7359, 0.1484, 15.1417, 0.3342, -0.2782, -0.047
O, 4.0704, 2.7133, 18.2343, -0.0149, -0.2929, -0.1454
O, 7.3183, -6.1919, 17.9807, -0.014, 0.1346, -0.0411
O, 4.8601, 1.3974, 16.0792, -0.3314, 0.0513, 0.2089
O, 1.6839, 5.3235, 14.7788, -0.3428, -0.1585, -0.0093

Results
free energy: -45072.327 eV
free energy less fixed offsets of O -463.61, Si -117.95 eV per atom: -15.357 eV
pressure: -2.18 GPa
stress xx, yy, zz, yz, xz, xy (GPa, positive in tension): 2.12, 2.76, 1.66, -0.46, -0.25, -0.86
